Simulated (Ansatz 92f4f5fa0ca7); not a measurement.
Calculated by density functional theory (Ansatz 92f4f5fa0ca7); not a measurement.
Periodic cell of 193 atoms, Si117O76, from a study of silicon, its oxide and their interface. The atomic structure is a simulated model.

Settings
functional: r2SCAN
potential files: Ansatz norm-conserving
basis: plane waves
wave-function cutoff: 1300 eV
density cutoff ratio: 4
exchange-correlation grid ratio: 1
k mesh: 2 x 2 x 1, shifted by 0.5 0.5 0.5 of a step
self-consistency stop: 5e-08 eV per atom in the density residual
occupations: Fermi-Dirac, 0.05 eV
spin: none
net charge: 0

Cell vectors (angstrom)
a	11.5403	0	0
b	0	11.5403	0
c	4.3982	3.393	24.7035

Atoms: element, x, y, z (angstrom)
Si	2.2226	0.7029	1.977
Si	0.0374	7.5881	-2.6382
Si	-0.1883	8.9935	0.2329
Si	4.6444	0.9091	1.6308
Si	5.508	2.6592	3.0589
Si	3.7384	8.0417	0.3317
Si	7.1123	-1.8148	-2.2241
Si	9.1958	3.5065	-0.577
Si	7.4556	8.1941	0.2787
Si	0.3436	0.6152	0.549
Si	2.0295	4.4278	1.6352
Si	1.6476	6.4281	2.9204
Si	4.6495	2.1763	-1.293
Si	4.1272	4.8236	0.4752
Si	5.5915	8.4313	1.7102
Si	9.7395	1.2827	1.4058
Si	9.3953	2.8212	3.143
Si	9.2529	10.3048	2.9381
Si	1.8076	2.6746	3.175
Si	1.7254	8.3783	1.5667
Si	1.7765	10.2616	3.1061
Si	6.0403	4.6525	1.9405
Si	5.5922	6.5778	3.1841
Si	5.4616	10.4822	2.8838
Si	8.5492	4.7116	2.0002
Si	9.3455	6.606	3.0801
Si	9.4256	8.4054	1.5567
Si	-0.1995	2.753	4.4375
Si	-0.2343	6.5107	4.3753
Si	-0.2841	10.4409	4.2896
Si	3.6994	2.7369	4.5298
Si	3.5735	6.5042	4.3919
Si	3.6976	10.3242	4.4469
Si	7.4555	2.6112	4.4396
Si	7.4977	6.6235	4.5383
Si	7.3852	10.438	4.372
Si	-0.2455	0.7854	5.741
Si	-0.2148	4.6359	5.809
Si	-0.274	8.5004	5.6705
Si	3.6793	0.7527	5.787
Si	3.6544	4.6481	5.8683
Si	3.6337	8.411	5.782
Si	7.4664	0.759	5.8465
Si	7.4716	4.5975	5.8004
Si	7.4261	8.5506	5.828
Si	1.7107	0.7334	7.057
Si	1.6984	4.595	7.1659
Si	1.6528	8.4597	7.0253
Si	5.5542	0.8178	7.212
Si	5.5823	4.6291	7.2364
Si	5.5191	8.4762	7.1811
Si	9.4044	0.8069	7.189
Si	9.4027	4.61	7.1819
Si	9.386	8.4821	7.1282
Si	1.7461	2.6076	8.4635
Si	1.5965	6.5777	8.4106
Si	1.7274	10.3528	8.3902
Si	5.5949	2.7141	8.6778
Si	5.5583	6.5768	8.5657
Si	5.5191	10.4182	8.5134
Si	9.4506	2.7363	8.63
Si	9.4456	6.5412	8.5298
Si	9.3049	10.3934	8.4923
Si	-0.0688	2.6874	9.9336
Si	-0.1718	6.4708	9.9599
Si	11.2995	8.4794	11.1813
Si	3.5726	2.6519	9.961
Si	3.4932	6.5313	9.7409
Si	5.4688	0.8106	12.7381
Si	7.5477	2.8052	10.0957
Si	7.5276	6.6462	9.8784
Si	7.3845	10.4944	9.937
Si	11.3825	0.5726	11.031
Si	11.3143	4.0706	13.4739
Si	5.1821	5.4313	12.2647
Si	3.6017	10.3699	9.8452
Si	3.1557	4.6769	11.1201
Si	5.3485	7.8358	12.3937
Si	7.5167	0.8541	11.4542
Si	7.3164	4.8447	11.3439
Si	7.3775	8.5517	11.2692
Si	5.6727	9.7335	14.6736
Si	3.4675	8.4071	11.1381
Si	3.5442	12.1974	11.3538
Si	11.3117	-1.2756	9.6515
Si	9.392	9.1894	12.3499
Si	9.5877	11.5832	12.4782
Si	11.1115	12.5337	14.051
Si	4.9072	3.4831	14.5598
Si	13.1625	8.9558	12.5217
Si	7.8983	0.9482	17.7705
Si	9.1435	4.7538	14.0253
Si	12.1265	4.5856	11.3026
Si	10.3012	11.4388	16.5714
Si	2.1834	4.68	15.4994
Si	12.7673	7.3101	19.4548
Si	7.3226	3.6382	16.2957
Si	13.0183	7.5868	15.5074
Si	8.7656	9.1318	15.2357
Si	6.0964	8.5459	21.9323
Si	7.1991	8.4499	19.2322
Si	8.6521	9.9687	21.3279
Si	12.5826	9.5217	17.7252
Si	7.535	4.1278	21.0789
Si	13.44	3.6292	21.1544
Si	13.1429	-0.2027	12.462
Si	17.1885	0.7433	19.6425
Si	4.6171	3.6422	20.0839
Si	11.4529	10.1956	22.3129
Si	8.3545	5.5627	18.45
Si	11.8073	6.094	22.0319
Si	4.95	6.6122	23.8106
Si	9.9979	6.744	16.2969
Si	13.8934	4.6099	18.4858
Si	13.7367	9.7138	20.3479
Si	5.8377	10.4595	17.3808
Si	8.5769	1.4222	22.2305
O	5.2537	7.4007	25.199
O	3.4464	6.9447	23.3114
O	8.6242	11.5887	21.3483
O	10.3675	5.5673	22.4725
O	9.2343	4.7223	0.488
O	8.9714	2.0538	0.1448
O	4.2989	3.6722	-0.7353
O	8.9018	-0.1	1.7314
O	0.8201	4.5257	14.6534
O	8.35	5.0969	12.65
O	-0.3605	8.3967	-1.3113
O	0.7107	1.6085	-0.7289
O	17.1137	11.7517	21.1769
O	5.9642	7.1107	22.6433
O	7.9403	2.4133	17.1392
O	16.4113	2.1488	19.498
O	4.9186	1.1731	-0.02
O	7.8988	5.0187	22.3871
O	5.989	8.3525	20.3191
O	13.3961	6.1438	18.5471
O	7.95	3.7597	-1.5791
O	9.3387	6.0241	15.0127
O	-1.1763	7.357	-3.6818
O	7.4497	-1.9756	-0.6478
O	13.4605	8.7813	16.5613
O	3.3383	3.7483	14.8503
O	9.4872	8.5822	13.8949
O	15.0606	3.5376	21.2904
O	5.6155	-0.4793	13.7443
O	7.191	9.2893	14.979
O	11.8488	8.3159	18.5609
O	4.9305	10.0568	16.1009
O	5.4184	4.8065	13.7832
O	9.3519	10.583	15.599
O	11.5349	10.5435	17.0804
O	4.989	8.4903	13.903
O	5.1305	2.1404	13.6679
O	0.541	6.1195	-2.1889
O	7.3132	6.895	-0.7791
O	9.4322	0.4172	17.8525
O	12.7115	2.3611	21.7764
O	7.6444	2.5542	21.5165
O	5.7647	3.3561	15.9376
O	0.0621	10.6121	-0.0282
O	12.6222	0.3128	13.9714
O	16.5577	11.1831	18.5993
O	8.1951	3.7482	14.9291
O	13.3957	10.362	18.8753
O	11.5561	7.0509	16.0004
O	8.4537	4.5842	19.7721
O	12.5882	9.4561	21.4581
O	9.7871	5.8803	17.6943
O	2.0174	4.0878	17.0068
O	9.1513	8.1283	16.4572
O	2.4921	6.2947	15.5526
O	7.0689	8.3033	-2.9789
O	5.9812	4.3342	20.606
O	13.0655	3.7181	19.5686
O	10.0635	9.4542	21.9287
O	7.5012	9.2826	22.2326
O	7.2087	0.9733	19.2372
O	7.7236	6.9651	18.9384
O	11.2407	13.9927	13.3623
O	6.5759	9.1073	17.8991
O	14.0889	8.1357	20.0107
O	8.401	9.4063	19.807
O	8.1088	0.9319	23.7168
O	10.0217	2.196	22.2906
O	10.7969	12.6818	15.6586
O	13.0016	8.1997	14.01
O	15.4836	4.5193	18.8776
O	3.9955	6.4278	-0.0433
O	7.3889	4.9142	17.31
O	12.915	4.9208	21.9525
O	6.9627	11.5224	16.855
O	11.7287	6.7484	20.5557

Results
free energy: -49063.876 eV
free energy less fixed offsets of O -463.61, Si -117.95 eV per atom: -29.366 eV
pressure: -1.52 GPa
stress xx, yy, zz, yz, xz, xy (GPa, positive in tension): 1.65, 1.4, 1.52, 0.01, 0.17, 0.22

Forces (eV/angstrom), in the order of the atoms: element, x, y, z
Si	-0.1353	0.0738	-0.1467
Si	0.0436	-0.125	-0.5084
Si	0.3311	0.0133	-0.568
Si	0.1347	-0.0166	-0.8045
Si	0.0852	0.1388	0.0505
Si	0.1647	0.0903	-0.3374
Si	0.0378	0.1538	-0.3405
Si	-0.2207	0.1291	-0.3791
Si	-0.0562	0.2276	-0.2571
Si	0.5774	-0.43	-0.8247
Si	-0.5938	-0.2072	-0.2573
Si	0.1138	0.0803	0.1155
Si	0.0288	-0.1947	-0.2157
Si	0.7853	0.2079	-0.777
Si	-0.0177	-0.2161	-0.0141
Si	-0.7804	0.1228	-0.1997
Si	-0.0996	-0.1487	0.0553
Si	-0.3033	0.1632	-0.4688
Si	0.1079	-0.0898	0.2131
Si	-0.03	0.1117	-0.1418
Si	0.0445	-0.0836	0.0347
Si	-0.1535	0.0915	-0.2213
Si	-0.0415	-0.0021	0.1204
Si	0.1874	-0.0604	-0.0472
Si	0.2282	0.0383	-0.5669
Si	-0.0689	-0.0056	0.0913
Si	-0.0297	-0.1062	-0.0205
Si	0.0354	0.188	-0.0327
Si	0.0068	-0.1604	-0.0984
Si	-0.0543	-0.1124	-0.1368
Si	-0.1495	-0.0215	0.182
Si	0.1558	-0.0598	-0.0744
Si	-0.1584	-0.0023	0.0419
Si	-0.1369	-0.1924	0.1218
Si	-0.2557	0.1716	0.1172
Si	-0.0469	0.0065	0.0153
Si	-0.0292	-0.0133	-0.0456
Si	0.0582	-0.0603	0.0684
Si	-0.1206	0.1085	-0.048
Si	-0.0171	0.0888	-0.0715
Si	-0.026	0.0201	-0.056
Si	0.0174	-0.0881	-0.1109
Si	0.036	0.1049	-0.0764
Si	0.0111	0.0015	-0.0109
Si	0.002	-0.2577	-0.0772
Si	0.0288	0.001	0.0114
Si	-0.0386	0	0.0116
Si	0.0955	0.1266	-0.0678
Si	-0.0142	-0.0439	0.1444
Si	-0.0273	0.0175	0.0658
Si	0.0615	-0.0643	0.1081
Si	-0.0047	-0.0187	0.0897
Si	-0.0071	-0.0863	-0.0213
Si	-0.0152	0.05	0.0273
Si	0.0079	0.1604	-0.0193
Si	0.1785	-0.0966	-0.0729
Si	-0.1327	-0.0614	0.0412
Si	-0.078	0.0378	-0.0061
Si	0.0154	-0.0816	-0.0397
Si	-0.0131	0.0576	0.0695
Si	0.0199	0.0918	0.1308
Si	-0.1081	0.0203	-0.0093
Si	0.1652	-0.0944	0.0568
Si	-0.0032	-0.1546	0.1422
Si	0.0734	-0.0449	0.1686
Si	-0.0355	0.1438	-0.214
Si	0.0493	-0.1619	0.0462
Si	-0.108	0.1607	-0.2741
Si	-0.0513	0.0374	0.5606
Si	0.014	-0.1075	-0.0997
Si	0.0617	0.0807	-0.0519
Si	-0.0802	0.0904	-0.0098
Si	0.0624	-0.3057	-0.1777
Si	0.2493	0.13	0.2191
Si	-0.0012	-0.5175	0.6901
Si	-0.1244	0.032	-0.0205
Si	-0.0841	-0.0294	0.0413
Si	-0.4001	0.6077	0.3816
Si	0.126	-0.2233	0.0845
Si	0.1896	0.1214	0.1238
Si	0.0076	-0.0813	0.101
Si	-0.2204	0.2595	0.1752
Si	0.158	0.0577	-0.0388
Si	0.071	0.0535	-0.038
Si	0.1521	0.1964	-0.073
Si	0.0678	-0.3466	0.4313
Si	-0.1106	0.259	-0.1488
Si	0.0754	-0.0398	0.4591
Si	0.1377	-0.0908	0.1008
Si	-0.0817	-0.7289	0.5238
Si	0.1087	0.0257	0.2435
Si	-0.5422	-0.0378	0.7191
Si	0.2051	0.1782	-0.4475
Si	0.0888	-0.0773	0.8581
Si	0.1548	0.068	0.4508
Si	0.0543	-0.2075	-0.019
Si	0.0623	0.0217	0.5876
Si	0.1477	0.142	0.5619
Si	0.0446	-0.0535	0.4439
Si	-0.0691	-0.0018	-0.5109
Si	0.0341	-0.111	-0.2407
Si	0.0899	-0.07	-0.3996
Si	-0.1145	0.0795	0.2551
Si	-0.121	0.066	-0.4181
Si	0.1128	0.0498	-0.1436
Si	-0.1394	0.7314	0.0985
Si	-0.0319	0.1856	-0.0534
Si	0.0751	0.0305	-0.1429
Si	0.0585	-0.2556	-0.4428
Si	0.0141	0.0369	0.2189
Si	0.0911	0.0653	-0.5796
Si	0.3258	-0.065	-0.659
Si	0.0763	-0.0188	0.7255
Si	-0.0027	0.1859	0.1042
Si	0.1764	-0.0693	-0.222
Si	0.011	-0.1167	0.2914
Si	0.006	0.0505	-0.5778
O	0.3897	0.245	0.2101
O	0.001	-0.1491	0.3121
O	0.0175	0.1252	0.3691
O	-0.0965	0.0832	0.2955
O	-0.2532	-0.2873	0.1548
O	0.4183	0.0338	0.1845
O	-0.286	0.3251	0.3331
O	0.6296	0.1055	0.4317
O	-0.3607	-0.3454	-0.3703
O	-0.2937	-0.1857	-0.4844
O	0.0351	0.2012	0.6428
O	-0.3274	0.098	0.3318
O	-0.162	-0.1246	0.1552
O	-0.2281	0.1098	0.4661
O	-0.1035	0.0735	-0.1978
O	0.0862	0.0068	0.1616
O	-0.2408	0.0455	0.6528
O	0.1513	0.0178	0.2674
O	0.2515	0.1925	0.4379
O	-0.0596	-0.1744	0.1461
O	0.1769	-0.096	0.2884
O	0.05	-0.1326	-0.1502
O	0.1345	-0.0696	0.2445
O	-0.067	-0.3327	-0.1523
O	-0.2577	-0.2468	-0.3014
O	0.0164	0.0841	-0.1347
O	-0.0808	0.2615	-0.1225
O	-0.1852	0.0223	-0.1267
O	-0.0123	-0.0126	-0.1108
O	0.1697	-0.0512	-0.0886
O	0.3485	0.1995	-0.1332
O	0.3603	-0.051	-0.387
O	0.0545	0.0408	-0.0801
O	-0.0232	-0.1684	-0.0934
O	-0.2261	0.1087	-0.2279
O	0.2406	-0.2293	-0.3385
O	0.1205	0.0004	-0.1376
O	0.1307	0.0442	0.02
O	0.0167	0.4205	0.3251
O	-0.0746	-0.1089	-0.5323
O	-0.1828	-0.018	0.1911
O	0.1896	-0.1004	0.2437
O	-0.02	0.0881	-0.4158
O	-0.1878	0.2709	0.4985
O	-0.4026	-0.0846	-0.2407
O	0.3927	0.0024	-0.1144
O	0.1664	0.1741	-0.2731
O	-0.0932	-0.3839	0.1061
O	0.0005	0.0267	-0.254
O	-0.2155	0.0024	0.1171
O	-0.0826	0.1849	0.1252
O	-0.1884	0.1386	-0.4779
O	0.058	0.2079	-0.4165
O	-0.0239	0.0752	-0.3859
O	-0.2143	-0.1657	-0.1904
O	-0.0961	-0.0136	0.3327
O	0.1189	-0.1445	0.1323
O	0.2838	0.1801	0.1694
O	0.1179	0.2863	0.2438
O	-0.1206	-0.0468	-0.0743
O	-0.2136	-0.1361	-0.2378
O	0.0717	-0.0695	-0.0307
O	0.1419	0.0946	0.3088
O	-0.0885	0.3187	0.041
O	-0.4313	0.3455	0.0611
O	-0.2409	0.0247	0.3711
O	-0.0027	-0.4502	0.3956
O	0.0448	-0.2539	0.1904
O	0.0777	-0.0745	-0.4792
O	0.1155	0.3384	-0.482
O	-0.3032	-0.177	0.1428
O	-0.2447	-0.3152	0.2535
O	0.1178	-0.1864	-0.3153
O	-0.0584	0.0345	0.082
O	-0.0811	-0.0669	0.1712
O	0.2119	-0.1038	0.3335
